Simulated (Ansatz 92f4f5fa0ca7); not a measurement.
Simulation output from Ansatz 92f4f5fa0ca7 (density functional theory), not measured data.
Periodic cell of 223 atoms, Si131O90P2, from a study of silicon, its oxide and their interface. The atomic structure is a simulated model.
Doubt: the cutoff is far below the 930 eV that the study's wrapper takes by default for these files, so forces and energies are approximate.
This geometry differs little from another in the collection (a relaxation step or a small displacement).

Settings: functional PBE; potential files Ansatz PAW; basis plane waves; wave-function cutoff 580 eV; density cutoff ratio 5; exchange-correlation grid ratio 1; k mesh 1 x 1 x 1, Gamma-centred; self-consistency stop 5e-08 eV per atom in the density residual; occupations fixed; spin none; net charge 0.

Cell vectors (angstrom)
a 10.938 0 0
b 0 10.938 0
c 0 0 32.1988

Atoms: element, x, y, z (angstrom)
Si 10.58 0.2113 24.8695
Si 5.7315 10.6632 24.7502
Si 2.4699 2.902 24.6505
Si 8.4174 2.4498 24.829
Si 0.2665 5.1533 24.7623
Si 5.1425 5.7327 24.7006
Si 2.9265 7.9925 24.6047
Si 7.9318 8.4193 24.7348
Si 1.3218 1.3692 26.043
Si 6.8386 1.2989 26.1216
Si 4.035 4.093 25.9971
Si 9.5969 4.0496 26.0869
Si 1.3893 6.8166 26.0029
Si 6.7612 6.8385 26.0299
Si 4.0938 9.5232 26.0025
Si 9.459 9.5564 26.1472
Si 2.7257 -0.0155 27.3529
Si 8.1586 -0.0257 27.551
Si 0.0033 2.7111 27.4867
Si 5.4387 2.7371 27.3686
Si 2.7211 5.4602 27.4307
Si 8.1828 5.4648 27.362
Si -0.0084 8.1768 27.3756
Si 5.4345 8.1908 27.4481
Si 4.0807 1.3618 28.7484
Si 9.5704 1.352 28.84
Si 1.358 4.1065 28.8102
Si 6.8259 4.0944 28.7481
Si 4.0884 6.8151 28.804
Si 9.5566 6.822 28.7546
Si 1.3654 9.5558 28.7443
Si 6.7846 9.545 28.8465
Si 0.0167 -0.0206 30.1539
Si 5.4426 0.0142 30.1593
Si 2.7348 2.7329 30.1459
Si 8.1929 2.7421 30.1507
Si -0.0122 5.4754 30.1505
Si 5.476 5.4588 30.1471
Si 2.7261 8.2046 30.1441
Si 8.2041 8.1906 30.1524
Si 1.3673 1.3673 31.515
Si 6.8362 1.3673 31.515
Si 4.1018 4.1018 31.515
Si 9.5708 4.1018 31.515
Si 1.3673 6.8362 31.515
Si 6.8362 6.8362 31.515
Si 4.1018 9.5708 31.515
Si 9.5708 9.5708 31.515
Si 2.7345 0 0.6835
Si 8.2035 0 0.6835
Si 0 2.7345 0.6835
Si 5.469 2.7345 0.6835
Si 2.7345 5.469 0.6835
Si 8.2035 5.469 0.6835
Si 0 8.2035 0.6835
Si 5.469 8.2035 0.6835
Si 4.1299 1.3602 2.0586
Si 9.5637 1.3785 2.0458
Si 1.3694 4.1196 2.0422
Si 6.8323 4.1174 2.0473
Si 4.1046 6.8359 2.0673
Si 9.5793 6.843 2.0492
Si 1.4137 9.5366 2.0354
Si 6.8227 9.5927 2.0451
Si 0.0471 -0.0085 3.3191
Si 5.5072 0.0227 3.4793
Si 2.7993 2.7954 3.3702
Si 8.2125 2.7805 3.4211
Si 0.0342 5.5073 3.4286
Si 5.4948 5.4923 3.4283
Si 2.8039 8.2365 3.475
Si 8.2053 8.2356 3.3741
Si 1.4165 1.3848 4.6115
Si 6.9165 1.3999 4.8324
Si 4.1767 4.0916 4.8196
Si 9.5747 4.1566 4.7808
Si 1.4267 6.8501 4.8141
Si 6.8218 6.9253 4.7597
Si 4.1887 9.586 4.9055
Si 9.5988 9.6187 4.6754
Si 2.7372 0.1061 6.0838
P 8.2704 -0.0206 6.0017
Si 0.0297 2.6797 5.9788
Si 5.4926 2.6992 6.3102
Si 2.824 5.4943 6.1931
Si 8.149 5.5318 6.1082
Si -0.0219 8.2102 6.1054
Si 5.6134 8.2624 6.3078
Si 3.7954 1.5839 7.6278
Si 9.7751 1.1269 7.2734
Si 1.594 3.8086 7.2881
Si 6.619 4.4201 7.5155
Si 4.4197 6.6785 7.5434
Si 9.301 7.0908 7.4322
Si 1.0937 9.9066 7.2754
P 7.0542 9.3542 8.0275
O 8.377 8.4028 7.8343
O 2.6907 2.773 7.9838
O 9.519 1.3407 24.2713
O 4.046 6.8528 24.133
O -0.0848 0.0053 7.829
O 5.4886 5.51 8.062
O 6.8442 9.5564 24.203
O 1.363 4.0478 24.1759
O 3.8329 7.4638 8.8978
O 0.6146 4.3879 8.4704
O 9.7608 6.3432 8.8479
O 1.942 9.3834 8.5789
O 7.4405 3.8902 8.8515
O 4.2041 0.8911 9.0871
O 6.6453 8.7489 9.5065
O 9.0282 1.7653 8.587
O 7.6904 3.1229 23.5224
O 10.4845 5.8195 23.4512
O 5.0788 0.4145 23.4136
O 5.8377 5.0598 23.3713
O 3.0887 2.1861 23.2872
O 2.2855 8.6961 23.2343
O 8.6029 7.7285 23.3949
O 0.223 10.3141 23.5988
Si 4.369 1.5419 22.4816
Si 3.4188 7.8471 14.1477
Si 7.0928 0.9167 14.6657
Si 0.9301 9.3266 22.5364
Si 1.1204 4.2191 11.8434
Si 6.2317 8.915 15.3479
Si 0.6552 1.277 12.331
Si 8.6043 4.9136 20.5308
Si 0.2482 5.7099 9.3302
Si 5.0719 3.0577 17.9574
Si 0.8537 3.6754 16.7563
Si 10.358 2.7896 19.2421
Si 5.2304 1.0847 10.3674
Si 0.86 0.1329 19.8619
Si 6.5571 9.2438 11.0657
Si 9.2909 9.6253 18.3747
Si 9.3397 9.1158 12.6345
Si 6.5461 3.8146 22.599
Si 2.3869 8.05 9.3824
Si 10.5585 7.3014 17.1803
Si 2.4509 6.2578 16.7083
Si 10.1552 4.411 14.1785
Si 6.108 9.1358 18.5495
Si 7.9072 2.4835 9.5277
Si 8.8621 2.0519 12.4335
Si 5.3295 6.184 18.1062
Si 3.8919 0.506 19.4954
Si 4.1941 3.7144 12.0919
Si 5.4501 6.427 12.3942
Si 7.9871 2.4364 17.2194
Si 4.3012 2.3927 15.0068
Si 1.5272 1.1299 15.2899
Si 1.5279 9.3138 12.0828
Si 8.0087 6.7436 13.9403
Si 10.3445 9.7486 15.5469
Si 9.7931 6.9857 22.5585
Si 8.0858 5.4218 17.4339
O 5.9023 7.8834 11.7376
O 6.0027 9.158 16.9298
O 7.6436 1.3031 13.1837
O 0.9179 1.6878 13.888
O 9.4271 6.17 16.9279
O 6.7017 5.9922 13.3417
O 5.1359 4.5904 18.6296
O 9.1859 2.0878 18.2948
O 2.3381 0.0553 19.0911
O 9.3623 10.159 16.8088
O 2.7311 4.315 11.6585
O 5.0246 10.263 19.1355
O 9.3818 3.1957 13.4428
O 0.4216 1.718 19.9726
O 3.1518 1.2137 15.1218
O 8.1266 5.3285 19.0463
O 3.8614 6.53 17.4791
O 4.4958 3.2126 16.419
O 9.0685 5.5997 14.3813
O 5.4294 2.729 22.1377
O 10.6591 4.0193 15.6605
O 0.2848 3.8032 18.2802
O 10.4043 10.4591 19.2372
O 9.5892 9.8828 14.0937
O 10.891 8.0962 22.1018
O 1.2112 2.1002 16.5553
O 9.6988 3.7009 20.4295
O 8.1081 3.972 16.7043
O -0.0879 8.9915 11.9705
O 6.5469 2.3324 17.981
O 5.5458 10.5798 11.1414
O 7.7055 9.5672 18.8975
O 10.0096 0.9038 12.1362
O 1.3447 6.8613 9.0557
O 0.584 4.7031 13.3141
O 5.6988 7.567 19.0139
O 5.1848 4.9664 11.6486
O 2.5911 7.0392 15.2924
O 0.8397 2.6433 11.4673
O 0.807 10.624 15.5766
O 2.3581 8.4953 10.9426
O 4.6542 2.3049 11.3345
O 4.094 3.3967 13.7165
O 2.1424 4.6573 16.5343
O 10.7092 8.1786 15.8025
O 6.8533 10.2553 14.6839
O 2.3166 8.8616 13.4555
O 8.0338 1.466 15.8981
O 4.0116 6.7367 13.1085
O 4.1572 1.9595 18.763
O 7.2655 4.3949 21.278
O 8.464 2.7686 11.0284
O 1.1361 6.8043 17.5351
O 5.6555 1.5927 14.7699
O 8.0568 9.654 11.6969
O 9.1972 6.2489 21.2426
O 8.879 7.5784 12.8645
O 1.6158 0.0196 11.9126
O 6.6238 6.0968 17.0828
O 7.3825 7.7697 15.068
O 1.2003 10.2628 21.2393
O 9.9394 8.1291 18.4323
O 3.9172 0.8041 21.107
O 0.281 5.2318 10.8744
O 6.6378 1.4907 9.6626
O 4.7397 8.6297 14.7277

Results
free energy: -135974.538 eV
free energy less fixed offsets of O -568.88, P -755.39, Si -635.61 eV per atom: 0.352 eV

Forces (eV/angstrom), in the order of the atoms: element, x, y, z
Si -0.0011 -0.002 0.004
Si 0 -0.0007 -0.0014
Si -0.0009 -0.0007 0.0015
Si -0.0007 -0.0031 -0.0019
Si -0.0001 -0.0013 -0.0009
Si -0.0005 -0.0026 0.0002
Si -0.0015 -0.0018 -0.0011
Si -0.0003 -0.0006 0.0001
Si 0.0013 -0.0034 -0.0014
Si -0.0049 0.0021 -0.001
Si 0.0004 -0.0016 0.0004
Si -0.0025 0.0025 0.0005
Si -0.0027 0.0006 0.0013
Si 0.0014 -0.0023 -0.0008
Si -0.0024 0.0021 0.0005
Si 0.0025 -0.0028 -0.0023
Si 0.0005 0.0005 0.0037
Si -0.0005 -0.0012 0.0007
Si 0.0003 0.0004 0.001
Si 0.0006 0.0005 0.0026
Si -0.0006 -0.0004 0.0007
Si -0.0002 0.0002 0.0032
Si 0.0011 0 0.0021
Si -0.0014 -0.0013 0.0025
Si -0.001 -0.0011 -0.0051
Si 0.0009 -0.0012 0.0079
Si -0.0004 0.0035 0.0044
Si -0.002 0.0013 -0.0053
Si -0.0001 -0.001 0.0014
Si 0 -0.0019 -0.004
Si 0.0013 -0.0009 -0.0051
Si -0.0058 0.0009 0.0092
Si -0.0001 0.0018 -0.0004
Si 0.0018 -0.0034 -0.0011
Si -0.0001 0.0006 -0.0001
Si 0.0028 0.0005 -0.0009
Si 0.0018 -0.0015 -0.0009
Si 0.0004 0.0011 -0.0006
Si 0.0011 -0.001 -0.0006
Si -0.0005 0.0001 -0.0008
Si 0.0666 -0.0338 0.0219
Si -0.0482 0.0862 -0.0185
Si 0.0526 -0.0848 0.0079
Si -0.0537 0.0691 0.0041
Si -0.0912 0.0568 -0.0527
Si 0.0735 -0.078 0.0419
Si -0.1455 0.0419 0.0062
Si 0.0646 -0.0633 0.0285
Si 0.1922 -0.0018 0.0186
Si -0.069 0.1053 -0.061
Si -0.0235 0.0444 -0.0101
Si 0.0863 -0.0318 0.0123
Si -0.026 0.1807 -0.0476
Si 0.0725 0.0208 0.0155
Si 0.1291 -0.1198 -0.0387
Si -0.0652 0.0088 0.0469
Si -0.0035 0.001 0.005
Si 0.0027 -0.0016 -0.004
Si 0.0074 -0.0016 0.0019
Si 0.0035 -0.0014 0.0044
Si 0.002 -0.0007 -0.0053
Si 0.0014 -0.0039 0.0029
Si -0.0037 -0.0017 0.004
Si 0.0052 -0.0002 0.0006
Si 0.0002 0.0189 -0.0119
Si 0.0067 -0.0085 0.0034
Si -0.0047 0.0116 -0.0084
Si 0.009 0.0024 -0.0068
Si 0.0073 -0.0021 0.0023
Si -0.0211 -0.0104 -0.0071
Si 0.0016 -0.0104 0.003
Si -0.0155 0.0124 -0.0103
Si -0.0001 -0.0059 0.0021
Si -0.0263 0.0067 -0.0064
Si 0.008 -0.004 -0.007
Si 0.0061 -0.0025 0.0042
Si -0.0052 0.0062 0.0024
Si 0.0199 -0.0058 0.0028
Si -0.0078 0.0207 -0.0036
Si 0.0039 -0.0091 0.0102
Si -0.0038 -0.0044 0.0128
P 0.0016 -0.0268 -0.0031
Si 0.0057 0.0133 -0.0143
Si -0.0007 0.009 0.0158
Si -0.0163 0.0032 -0.0263
Si -0.0102 0.0028 0.0069
Si 0.0013 -0.001 0.0158
Si 0.0015 0.0204 -0.0249
Si 0.0053 -0.001 -0.0253
Si -0.0087 0.0183 -0.0204
Si 0.0039 -0.0098 0.0154
Si 0.0078 -0.0256 -0.0123
Si -0.0064 -0.0228 0.0496
Si 0.0324 -0.0025 0.0135
Si 0.0049 -0.0157 -0.0273
P -0.005 0.0422 -0.0515
O 0.0105 -0.0122 -0.0189
O -0.0086 0.0006 -0.001
O -0.0003 -0.0002 -0.0021
O 0.0005 -0.001 -0.0018
O -0.0045 0.0039 0.019
O 0.0016 0.0131 0.0014
O -0.0001 -0.0017 -0.0006
O 0.0003 -0.0007 -0.0018
O 0.0073 -0.0003 -0.0073
O -0.008 0.0093 0.0102
O -0.013 0.0059 0
O 0.0086 -0.0118 0.0111
O -0.007 -0.0097 0.005
O 0.0057 -0.0124 0.0143
O -0.0029 -0.084 -0.0177
O -0.0153 0.0068 0.0201
O 0.0017 -0.0023 0.0019
O -0.0003 -0.0014 0.0003
O 0.0001 -0.0022 0.0013
O -0.0015 0.0002 -0.0007
O -0.0014 -0.0003 -0.0005
O 0.0015 -0.0015 0.0006
O -0.0019 0.0005 -0.0006
O -0.0002 -0.0007 -0.0034
Si -0.0015 -0.0008 -0.0001
Si -0.0058 0.004 0.0024
Si -0.0025 0.0007 0.0016
Si -0.001 -0.0008 0.0013
Si -0.0012 -0.0001 -0.003
Si -0.0016 -0.0015 0.0066
Si 0.0004 -0.0006 -0.0018
Si -0.0016 -0.0022 0.0015
Si 0.0005 -0.0076 -0.0068
Si -0.0019 -0.0018 0.0048
Si -0.0014 -0.0014 0.0045
Si -0.0014 -0.0009 0.0028
Si -0.0109 0.0169 -0.0086
Si -0.002 0.0001 0.0024
Si -0.0001 0.0514 0.0918
Si -0.0019 -0.0022 0.0044
Si 0.0062 -0.0054 0.0006
Si -0.0014 0.001 0.0005
Si -0.0197 0.0008 -0.0021
Si -0.0017 -0.0018 0.0026
Si -0.0021 -0.0025 0.0049
Si 0.0006 0.0014 0.0008
Si -0.0016 -0.0017 0.0072
Si 0.0013 -0.0066 -0.0174
Si -0.0023 -0.0002 -0.0001
Si -0.0029 -0.0014 0.007
Si -0.0015 -0.0021 0.0016
Si -0.0066 -0.0055 -0.0049
Si -0.0087 -0.0147 0.0123
Si -0.0018 -0.0007 0.0043
Si -0.0041 -0.0016 0.0035
Si -0.0021 -0.0017 0.0028
Si -0.0044 -0.0025 -0.0025
Si 0.008 0.0003 0.0024
Si -0.0016 -0.0028 0.003
Si 0 -0.0013 0.0013
Si -0.0016 -0.0012 0.0042
O -0.005 -0.0046 0.0048
O -0.0015 -0.0023 -0.0032
O -0.0019 -0.0009 0.0008
O -0.0033 -0.0024 -0.0005
O -0.0017 -0.0014 -0.0015
O -0.0112 -0.0047 -0.005
O -0.0009 -0.0012 -0.0006
O -0.0018 -0.0019 -0.0008
O -0.0019 -0.0014 -0.0005
O -0.0017 -0.0003 -0.0009
O 0.0001 -0.0031 0.0042
O -0.0021 -0.0005 -0.002
O -0.0028 -0.0046 0.0018
O -0.0016 -0.0019 -0.0009
O -0.0013 -0.0017 -0.0007
O -0.0007 -0.0015 -0.0005
O -0.003 -0.0011 -0.0007
O -0.0015 -0.0015 -0.0014
O -0.0013 -0.0035 0.003
O -0.001 -0.0008 -0.0014
O -0.0034 -0.0007 -0.0024
O -0.0029 -0.0017 -0.001
O -0.0018 -0.0018 -0.0012
O -0.0037 -0.0031 -0.0004
O -0.0015 -0.0015 -0.0011
O -0.0021 -0.0022 -0.001
O -0.0026 -0.0004 -0.0006
O -0.0016 -0.0029 -0.0011
O -0.001 -0.0032 0.0045
O -0.0014 -0.0021 -0.0015
O -0.001 0.0011 -0.0055
O -0.0021 -0.0021 -0.002
O -0.0027 -0.0026 0.0033
O 0.0092 0.0119 0.0072
O -0.0044 -0.0023 0.0031
O -0.0015 -0.0015 -0.0017
O 0.0017 0.0002 -0.0004
O -0.0036 -0.0029 0.0012
O -0.0032 -0.0025 0.0035
O -0.0018 -0.001 -0.0006
O 0.0031 -0.0057 -0.0078
O 0.0036 -0.0085 -0.0007
O -0.0008 0 0.0007
O -0.0017 -0.0012 -0.0012
O -0.0014 -0.0001 -0.0007
O -0.0023 -0.0027 -0.0031
O -0.0019 0.0005 -0.0008
O -0.0033 -0.0029 -0.0015
O 0.0048 -0.0071 -0.0066
O -0.0024 -0.0017 -0.0008
O -0.003 -0.001 0.0002
O -0.0022 -0.001 0.0009
O -0.0014 -0.0016 -0.0006
O 0.0002 -0.0031 0
O -0.0084 0.0015 -0.0047
O -0.0001 0.0002 0.0003
O -0.0058 0.0016 0.001
O -0.0031 -0.002 0.0033
O -0.0017 -0.0016 -0.0035
O -0.0037 0.0015 -0.0013
O -0.0005 -0.002 0.0004
O -0.002 -0.0013 -0.0008
O -0.0003 0.0001 0.0022
O -0.001 0.0008 -0.0074
O 0.008 0.0051 0.0018
O 0.0028 -0.0009 -0.0031

The program warned: the cutoff lies below the one the program advises for these potential files; the forces do not sum to zero within the program's tolerance; the exchange-correlation potential is rough where the density is thin.
